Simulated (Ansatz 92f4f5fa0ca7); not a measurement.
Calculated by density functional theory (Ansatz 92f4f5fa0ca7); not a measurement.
Periodic cell of 228 atoms, Si140O88, from a study of silicon, its oxide and their interface. The atomic structure is a simulated model.
This geometry differs little from another in the collection (a relaxation step or a small displacement).

Settings
functional: r2SCAN
potential files: Ansatz PAW
basis: plane waves
wave-function cutoff: 800 eV
density cutoff ratio: 5
exchange-correlation grid ratio: 1
k mesh: 1 x 1 x 1, shifted by 0.5 0.5 0 of a step
self-consistency stop: 1e-10 eV per atom in the density residual
occupations: fixed
spin: none
net charge: 0

Cell vectors (angstrom)
a 10.888 0 0
b 0 10.888 0
c 0 0 32.9254

Atoms and the computed forces on them: element, x, y, z (angstrom), force x, y, z (eV/angstrom)
Si -0.3641 0.1321 0.1401 -0.0004 0.0017 0.0073
Si 2.3993 3.0407 -0.1431 -0.0019 0.0016 0.0076
Si 0.0464 5.1463 0.0019 0.0023 0.0018 0.0099
Si 2.8945 8.0465 0.1199 0.0012 -0.0028 0.0093
Si 5.8166 -0.058 0.2588 -0.0017 -0.001 0.0048
Si 8.4006 2.3741 0.2652 0.0003 0.0012 0.0094
Si 5.1138 5.8266 0.0017 -0.0005 0.001 0.0122
Si 7.8156 8.4628 0.0496 -0.002 -0.0003 0.0068
Si 1.336 1.3756 1.2282 0.0007 0.0002 0.0003
Si 4.0221 4.1116 1.2302 0.0001 -0.0016 -0.0027
Si 1.263 6.7943 1.2741 -0.0007 -0.0004 0.0006
Si 4.1118 9.6106 1.3733 -0.0004 -0.001 0.0008
Si 6.9263 1.3075 1.7279 -0.0006 0.0017 -0.0024
Si 9.5189 4.0298 1.4572 -0.0004 0.0005 0.0004
Si 6.7168 6.8663 1.3627 0.0015 -0.0005 -0.0016
Si 9.3981 9.5078 1.4788 0.0011 -0.0014 0.0014
Si 0.0254 2.6672 2.7589 0.0006 0.0004 0.0031
Si 2.6942 0.0621 2.6634 -0.0005 0 0.0029
Si -0.0446 8.1366 2.7035 -0.0004 -0.0004 -0.0004
Si 2.6709 5.4469 2.6721 0.0002 -0.0011 0.0019
Si 5.3868 2.7735 2.7013 -0.0005 -0.0006 -0.0003
Si 8.2116 -0.0766 3.0175 0.0005 -0.0009 0.0023
Si 5.4184 8.2173 2.7822 0.0004 0.0008 0.001
Si 8.1125 5.4663 2.6851 0.0011 -0.0002 0.0013
Si 1.3635 4.0733 4.0839 0.0004 -0.0011 -0.0001
Si 4.0477 1.3913 4.0696 -0.0006 -0.0001 0.0003
Si 1.3451 9.5414 4.023 0 -0.0003 0.0019
Si 4.0354 6.8138 4.0562 0.0009 0 0.0002
Si 6.7619 4.1166 4.0643 0.0003 0.0004 -0.0001
Si 9.5948 1.3542 4.1977 0.0014 -0.0011 0.0005
Si 6.7657 9.4801 4.2324 0.0003 -0.0009 0.0011
Si 9.4907 6.7873 4.0792 0.0001 -0.0001 0.0003
Si 0.0514 -0.022 5.4933 0.0009 -0.0005 0.0023
Si 2.7161 2.7301 5.4666 0.0003 -0.001 0.0011
Si -0.0223 5.4261 5.4321 -0.0007 -0.0005 0.0006
Si 2.6975 8.183 5.4104 -0.0002 -0.0001 0.0018
Si 5.3981 0.0231 5.4706 0 -0.0003 0.0013
Si 8.149 2.7424 5.4303 -0.0001 0.0001 0.0011
Si 5.4183 5.4735 5.4324 0.0008 -0.0007 0.001
Si 8.1654 8.1198 5.5102 0.0005 -0.0012 0.0019
Si 1.3856 1.3507 6.8455 -0.0003 -0.0009 0.0009
Si 4.0898 4.0983 6.7986 -0.0001 -0.0004 0
Si 1.353 6.8069 6.7689 0.0005 -0.0009 0.0013
Si 4.0553 9.5215 6.8118 0.0003 -0.001 0.0003
Si 6.8039 1.3716 6.7939 0.0004 -0.0013 0.0011
Si 9.5127 4.0724 6.8122 0.0004 -0.0013 0.0004
Si 6.7886 6.7749 6.8427 0.0001 0 0.0007
Si 9.5441 9.514 6.816 0.0004 -0.0009 -0.0002
Si -0.0103 2.7062 8.1776 0.0003 -0.0009 0.0012
Si 2.7334 -0.0121 8.1987 0.0007 -0.0009 0.0008
Si 0.0281 8.1645 8.1501 0.0001 -0.001 0.0012
Si 2.7153 5.4514 8.1447 0.0001 -0.001 0.0011
Si 5.4612 2.7399 8.145 0.0005 -0.0005 0.0016
Si 8.1743 0.0014 8.1471 0.0003 -0.0007 0.0017
Si 5.4328 8.1627 8.1748 0.0003 -0.0006 0.001
Si 8.1618 5.4198 8.1857 0.0006 -0.0006 0.0011
Si 1.3682 4.081 9.5106 0.0001 -0.0013 0.0006
Si 4.1119 1.3799 9.4916 -0.0001 -0.0006 0.0007
Si 1.3717 9.5049 9.5474 0.0004 -0.0005 0.0011
Si 4.0733 6.789 9.5326 0.0005 -0.0008 0.0013
Si 6.8165 4.0502 9.5479 0.0006 -0.0006 0.0011
Si 9.5287 1.3314 9.5446 0.0008 -0.0005 0.0012
Si 6.8197 9.5315 9.5045 0.0005 -0.0011 0.0008
Si 9.5617 6.802 9.4753 0.0004 -0.0009 0.0007
Si 0.0154 -0.0261 10.9108 0.0006 -0.0003 0.0015
Si 2.7405 2.7085 10.8578 0.0001 -0.0012 0.0007
Si 0.0171 5.464 10.8545 -0.0001 -0.0003 0.0005
Si 2.7292 8.1471 10.916 0.0009 -0.0004 0.0016
Si 5.4712 0.0394 10.8415 -0.0002 -0.0002 0.0013
Si 8.1798 2.6919 10.9179 0.0006 0 0.0017
Si 5.4307 5.4035 10.8829 0.0002 0.0001 0.0004
Si 8.2208 8.1588 10.8194 0.0002 -0.0012 0.0012
Si 1.404 1.3514 12.2353 0.0004 -0.0019 0.0001
Si 4.0695 4.0367 12.2721 0.0004 0.0005 0.0014
Si 1.3637 6.7707 12.2842 0.0007 0.0001 0.0017
Si 4.1116 9.5819 12.1769 -0.0006 0.0002 0.0004
Si 6.8002 1.34 12.2862 0.0007 -0.0005 0.0017
Si 9.5723 4.0956 12.2035 -0.001 -0.0012 0.0008
Si 6.8717 6.7758 12.1242 0.0006 -0.0009 0.0004
Si 9.5516 9.4734 12.2582 0.0003 0.0004 0.0007
Si 0.0978 2.7933 13.5523 0.0008 -0.0004 0.001
Si 2.759 -0.009 13.6189 0.0004 -0.001 0
Si 0.0034 8.1129 13.6685 0.0008 -0.0002 0.0022
Si 2.7234 5.3986 13.6472 0.0004 -0.0007 0.0014
Si 5.405 2.674 13.6695 -0.0003 -0.0012 0.0014
Si 8.1985 -0.0378 13.5926 -0.0003 0 0.0002
Si 5.5781 8.2318 13.3763 -0.0003 0.0002 0.0011
Si 8.1628 5.4085 13.5399 0.0011 -0.0001 0.001
Si 1.4296 4.0324 15.1376 0.0004 -0.001 0.0002
Si 4.0907 1.3074 15.1062 0.0002 -0.0008 0.0003
Si 1.396 9.4947 14.9887 -0.0004 0.0005 -0.002
Si 4.2221 6.8899 14.6429 0.0006 0.0005 -0.0024
Si 6.7842 4.0736 14.9416 0.0011 -0.0003 0.0009
Si 9.576 1.4191 14.7883 -0.0004 0.0006 -0.0025
Si 6.8655 9.4482 14.9354 -0.0008 -0.0014 0.0006
Si 9.5155 6.6898 14.9788 0 -0.001 -0.0023
Si 0.2175 0.2984 16.1201 -0.0013 0.0005 0.0116
Si 2.5198 2.3945 16.546 0.0019 0.0018 0.0143
Si -0.3404 5.0522 16.3285 0.0019 0.0017 0.0134
Si 3.1003 8.3058 16.0906 0.0027 -0.0038 0.0093
Si 5.2723 -0.375 16.2749 0.0023 -0.0007 0.0104
Si 8.3306 2.8346 16.1869 -0.0015 -0.0021 0.0115
Si 5.6357 5.7578 16.1013 -0.0015 0.0017 0.0102
Si 7.9471 7.8304 16.2855 0 0.0011 0.014
Si -8.4606 24.0391 21.8542 0.002 0.001 -0.0044
Si 5.9322 30.5352 22.5342 -0.0011 -0.0006 -0.0095
Si 7.2317 26.3224 25.6684 -0.0021 0.003 -0.0112
Si 12.2684 9.8546 30.946 0.0023 0.0013 0.0087
Si 11.4155 30.6148 22.6508 -0.001 0.0018 -0.0105
Si 27.5085 11.2979 29.0457 0.0035 -0.0017 -0.0022
Si 30.5705 11.4675 20.334 -0.0008 -0.0003 -0.0011
Si 24.8164 23.2127 30.2206 -0.003 0.0018 0.006
Si -5.6347 38.85 23.9654 -0.0008 -0.0002 -0.0117
Si 17.5515 30.9043 27.3216 0.001 0.0017 -0.0098
Si 19.5212 -0.8275 22.9552 0.0009 0.0017 -0.0075
Si 0.449 6.251 24.1789 0.0005 0.0025 -0.0098
Si 14.7656 4.8382 21.6944 -0.0003 -0.0013 -0.0038
Si -3.3521 17.0249 28.1919 0.0002 -0.0003 -0.0028
Si 11.6868 27.1272 19.2054 0.0004 -0.0007 0.0102
Si 26.7292 10.3901 25.0038 -0.0038 -0.0023 -0.0115
Si 14.4337 6.1582 18.1458 0.0004 0.0009 0.0115
Si 2.2459 21.8945 24.0051 0.0031 0.0001 -0.0119
Si 32.8436 -2.7976 26.2447 -0.001 0.0026 -0.0129
Si 14.7941 18.5145 20.5142 0.0008 0 0.0009
Si 25.7615 13.7326 19.3901 -0.0003 0.0017 0.013
Si -1.8017 21.3567 25.9051 0.0001 0.0026 -0.0102
Si -12.0077 9.4347 18.2591 0.0019 -0.0003 0.0118
Si 17.4884 1.3653 18.4513 0.0018 -0.0005 0.0121
Si -1.5629 39.4081 30.775 0.0014 0.0005 0.0068
Si -16.4887 2.117 26.3995 0.001 0.0024 -0.0112
Si 6.3752 12.9599 31.0906 0.0016 -0.0012 0.0046
Si 13.2817 2.8506 27.4613 -0.0034 -0.0001 -0.0045
Si 21.3876 -18.8948 20.9339 -0.0002 -0.0012 0.0008
Si 31.366 14.7245 23.6358 0.0006 0.001 -0.0109
Si 2.862 16.5396 28.418 -0.0012 -0.003 -0.0036
Si 2.7745 -4.1296 25.6599 -0.0019 -0.0008 -0.0126
Si 11.6219 40.473 29.1498 0.0021 -0.0017 -0.0009
Si 11.8908 8.1997 19.8889 0.0005 0.0005 0.0039
Si -5.5001 4.7804 30.0457 -0.0003 0.0041 0.0047
Si 0.1028 1.7464 25.5755 -0.0024 -0.0009 -0.0121
O 10.4603 13.73 -8.3858 0.0022 0.0002 0.0059
O 14.3564 -15.4542 -5.864 -0.0011 -0.0007 0.007
O 22.698 -3.55 -9.8431 0.0016 -0.0044 0.0035
O 7.6524 2.1259 -15.4366 0.0046 0.0028 -0.0122
O 15.2274 22.3186 -3.0711 -0.0004 0.0031 0.0017
O -8.9747 17.6109 -3.7813 -0.0054 0.0024 0.0005
O 9.8899 5.5373 -1.2157 -0.0038 0.0026 -0.0086
O 5.6634 1.3122 -5.1952 0.0009 -0.0012 0.0049
O 15.819 15.8513 -9.993 0.0012 0.0001 0.0059
O 5.5242 3.1777 -2.6691 -0.0021 0.003 -0.0017
O -1.134 12.7189 -12.9689 -0.0006 0.0012 0.0018
O 12.1054 4.1265 -0.5511 0.0004 -0.0034 -0.0028
O -11.1208 7.552 -2.5308 0.0012 0.0019 -0.0036
O 14.6579 24.4913 -6.3473 -0.0012 -0.0013 0.006
O 12.144 9.3167 -3.5043 0.0014 0.0005 -0.0006
O -4.5039 3.2655 26.164 -0.002 -0.0008 0.0037
O 10.3998 6.9618 25.3008 -0.0014 0.0031 0.0065
O 2.8829 23.0471 23.0474 0 -0.0008 0.0056
O 11.2524 30.8241 21.0757 0 0.0007 0.001
O 4.3807 25.9614 20.2769 -0.0007 -0.0021 -0.001
O -1.4472 3.9078 16.7131 -0.0007 -0.0022 -0.0049
O 25.7407 6.9632 24.5905 -0.0049 0.0014 0.009
O -18.6781 24.3746 31.3631 0.0013 -0.0032 -0.0084
O 17.7992 1.0036 29.9938 0 0.0002 0.0006
O 10.063 -0.2497 17.2411 0.0044 0.0063 -0.0126
O 35.1798 34.675 28.8225 -0.0007 -0.0058 0.0035
O 8.0271 5.2345 26.921 0.0006 0.001 0.0047
O 12.6897 18.9456 25.9553 -0.0001 0.0013 0.0057
O 17.6694 9.6668 32.5041 0.0002 -0.0008 -0.0019
O 16.9035 9.7572 28.6675 -0.0007 0.0025 0.0032
O 15.0206 9.4173 16.7246 0.0004 -0.0005 -0.0046
O 16.9878 18.1934 23.1913 -0.001 -0.0035 0.0043
O 15.8686 -2.2877 21.2255 0.0008 0.0004 0.0021
O 0.5975 6.6545 20.1229 -0.0007 -0.0013 -0.0004
O 3.9629 17.8108 32.5305 0.0005 -0.0004 -0.0021
O 2.056 15.2581 27.8804 0.0057 -0.0036 0.0099
O -16.1763 20.2547 26.1012 0.0014 -0.0017 0.0069
O 13.5842 7.2491 17.2826 -0.0005 0.0059 -0.0075
O 5.2914 20.7432 23.5241 -0.0016 0.0021 0.0061
O 16.6446 16.332 31.471 0.002 -0.0021 -0.0105
O -0.5134 -1.3972 25.9232 0.0022 -0.0015 0.0045
O -2.5848 10.5477 24.4706 -0.0001 0.0007 0.0061
O 20.0887 20.9738 19.611 0.0007 -0.0012 -0.0024
O 6.7704 6.7692 16.754 0.0011 -0.0002 -0.0038
O 8.2126 25.9196 24.4342 -0.0032 0.0006 0.0062
O 19.5557 19.3148 17.6343 -0.005 -0.0039 -0.0104
O 14.2214 21.3753 25.088 0.0019 0.0003 0.0048
O 9.9464 30.9424 23.2008 -0.0007 0.0006 0.0022
O 5.4425 22.8143 25.1969 -0.0001 0.0043 0.0056
O 13.2838 5.2677 18.8757 0.0009 0.0006 -0.0052
O 18.4274 2.8626 31.8781 -0.0027 -0.0016 -0.0049
O 21.8323 5.6083 17.8036 -0.0042 -0.0031 -0.0164
O 8.9007 54.845 21.9442 0.0004 -0.0001 -0.0007
O 1.09 13.2536 26.6677 0.0036 0.0053 0.009
O 10.8903 20.9819 31.7603 0.005 -0.0024 -0.0088
O 4.5153 17.8328 19.1819 -0.0012 -0.0003 -0.0032
O -4.8857 10.9756 17.6623 -0.004 -0.004 -0.0105
O 0.9361 11.5515 24.7406 -0.0047 0.0047 0.0072
O 25.6857 5.159 29.5324 -0.0014 0.0017 0.0009
O 1.7589 16.5599 24.9689 0.0019 -0.0006 0.0069
O 2.3112 8.7947 31.7251 -0.0042 0.0028 -0.0088
O 4.5649 16.1401 17.2619 0.005 -0.0014 -0.0086
O 7.2999 11.8055 19.8316 -0.0012 0.0009 -0.0041
O 12.2035 1.3009 16.8234 0.0005 -0.0012 -0.0054
O -7.6601 23.6765 20.4821 0.0004 0.0011 0.0006
O 24.8311 24.6221 18.0354 -0.0044 -0.0032 -0.0143
O 9.6979 22.8139 26.2603 -0.0001 0.0011 0.0029
O 29.2162 9.2401 22.2346 0.0004 0.0011 0.0019
O 8.6364 17.1669 29.382 -0.0002 -0.0015 -0.0009
O 16.2898 24.1098 18.8623 0.0021 0.0007 -0.0048
O 23.5236 31.5416 23.1207 0.0007 0.0031 0.0045
O -0.4154 5.1608 23.4299 -0.0009 0.0019 0.0033
O 0.8375 -8.7816 21.6539 -0.0019 0.0001 0.0004
O 3.4346 -4.5 21.4668 0.0012 0.001 -0.0016
O 0.3119 8.713 18.523 -0.0008 -0.0022 -0.0033
O 13.5984 -17.944 22.2087 -0.0004 0.0001 0.0019
O 31.2124 3.3247 22.0967 0.0019 -0.0001 0.0041
O 17.0377 38.2889 25.1633 0.0057 -0.0025 0.0079
O 8.0166 20.8478 26.9933 -0.0023 -0.0005 0.0051
O 11.1186 4.0765 20.0184 -0.0013 0.0017 -0.0007
O 9.4818 1.3005 32.5807 0.0011 -0.0005 -0.002
O 27.2544 12.0603 32.1282 -0.0001 0.0037 -0.0057
O -2.5343 7.7247 31.6153 0.0024 -0.0039 -0.0074
O 7.0318 -14.1958 27.6212 -0.0004 -0.0006 0.0033
O 17.2215 5.311 28.8685 0.0019 0 -0.0004
O -0.0993 18.6112 27.7821 -0.0024 -0.0002 0.0066
O 2.0041 0.4279 30.8938 0.0033 -0.0007 -0.0025
O 2.5985 -2.4522 20.0095 0.0009 0.0013 0.0006

Results
free energy: -139742.086 eV
free energy less fixed offsets of O -570.45, Si -639.56 eV per atom: -4.086 eV

The program warned: the cutoff lies below the one the program advises for these potential files; the forces do not sum to zero within the program's tolerance; empty levels may hold ghost states of the PAW files; the exchange-correlation potential is rough where the density is thin.
